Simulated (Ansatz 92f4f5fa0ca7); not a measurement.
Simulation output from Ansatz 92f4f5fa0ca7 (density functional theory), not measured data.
Periodic cell of 130 atoms, Si86O44, from a study of silicon, its oxide and their interface. The atomic structure is a simulated model.

Settings: functional r2SCAN; potential files Ansatz norm-conserving; basis plane waves; wave-function cutoff 1300 eV; density cutoff ratio 4; exchange-correlation grid ratio 1; k mesh 2 x 2 x 1, shifted by 0.5 0.5 0.5 of a step; self-consistency stop 5e-08 eV per atom in the density residual; occupations Fermi-Dirac, 0.05 eV; spin none; net charge 0.

Cell vectors (angstrom)
a  10.88  0  0
b  0  10.88  0
c  0  0  19.5482

Atoms and the computed forces on them: element, x, y, z (angstrom), force x, y, z (eV/angstrom)
Si  0.1157  -0.2932  0.1542  0.4633  -0.3659  -1.8895
Si  3.0765  2.235  -0.0335  -0.5874  -0.71  0.6186
Si  -0.2699  5.6189  -0.1452  -0.0877  -0.716  -1.029
Si  2.4079  8.4171  -0.1441  0.0046  0.0267  -1.5321
Si  5.3713  0.2555  -0.1181  -1.5037  0.4674  -0.9027
Si  7.9197  2.9354  0.3738  0.017  -0.0799  -2.8739
Si  5.75  5.0744  0.2189  -0.0512  0.9735  -1.8066
Si  8.2019  7.5809  -0.2386  0.324  0.4693  0.0148
Si  1.4085  1.1843  1.4666  1.0963  -0.1629  -0.4903
Si  4.1373  3.8893  1.3994  -1.3115  0.3136  -1.2336
Si  1.2531  6.7914  1.1796  0.564  0.014  0.4272
Si  4.1143  9.5384  1.189  -0.0886  -0.5292  -0.3535
Si  6.6245  1.3661  1.5684  0.8655  -0.1937  -1.2959
Si  9.5892  4.0876  1.4689  -0.0463  0.5879  0.0068
Si  6.8562  6.7013  1.4157  -0.2844  -0.2975  0.6446
Si  9.313  9.2958  1.1296  0.1803  0.2374  -0.2812
Si  0.1257  2.6591  2.7251  -1.0753  -0.2015  0.215
Si  2.8394  -0.1932  2.7943  -0.8082  1.0087  0.0756
Si  -0.1508  8.1498  2.6255  0.8029  -0.4022  0.5427
Si  2.6095  5.2963  2.6001  0.1685  0.7564  -0.9256
Si  5.3507  2.737  2.8702  0.4998  -0.3634  0.8355
Si  8.1276  -0.1669  2.5478  -0.7177  0.3413  0.6041
Si  5.308  8.059  2.6264  0.986  0.5412  0.0635
Si  8.1886  5.4728  2.9184  0.097  -0.4196  -0.8771
Si  1.3525  4.1123  4.0821  -0.0281  -0.838  0.9855
Si  4.088  1.3242  4.162  -0.3938  -0.405  0.4349
Si  1.319  9.4486  4.1287  -0.0246  -0.0019  -0.2053
Si  3.9383  6.6747  3.9623  0.2812  0.2847  0.1812
Si  6.6537  4.1989  4.1417  0.4983  -0.5085  0.6659
Si  9.3561  1.3132  3.9408  1.333  0.0446  0.4159
Si  6.829  9.438  4.0627  -0.8408  -0.0511  -0.6415
Si  9.5634  6.7856  4.1913  0.1466  0.2627  -0.3519
Si  -0.0992  -0.0095  5.4825  -0.1598  0.3398  -0.738
Si  2.7752  2.7707  5.5249  -0.8514  -0.5272  -0.7676
Si  -0.0372  5.3934  5.5447  0.1886  0.4336  -1.0655
Si  2.7229  8.0286  5.4496  -1.1553  -0.0692  -0.5043
Si  5.4201  -0.1321  5.4594  0.1452  0.1047  0.154
Si  8.0867  2.7384  5.3841  -0.4734  -0.4674  -0.137
Si  5.2892  5.5407  5.5374  -0.1296  -0.5374  -0.4795
Si  8.1432  8.1115  5.449  0.2732  0.4506  0.4069
Si  1.3155  1.3836  6.7674  0.323  -0.0032  0.1201
Si  3.9312  4.1807  6.9297  1.7976  -0.3388  -0.1609
Si  1.1588  6.8906  6.8146  1.2066  -0.003  0.5055
Si  4.0894  9.28  6.8261  -0.1777  1.6549  -0.2459
Si  6.7738  1.2865  6.7887  0.3724  0.451  0.2691
Si  9.4051  4.1246  6.7541  -0.6037  -0.0603  0.5094
Si  6.7174  6.881  6.8022  0.1954  0.2774  0.5672
Si  9.43  9.5309  6.8955  0.7882  -0.8336  -0.1643
Si  0.0037  2.9157  8.0272  0.1606  -0.1289  -0.0952
Si  2.7746  -0.0591  8.0634  -0.6605  -0.2308  -0.1397
Si  0.0352  8.2669  8.3851  -0.0124  0.6678  -0.5977
Si  2.6478  5.6344  8.1312  -1.1798  0.2378  0.3469
Si  5.6226  2.871  8.1663  -0.8625  -0.6135  -1.2241
Si  8.1331  -0.0858  8.2624  0.0209  1.5356  0.2797
Si  5.4871  8.2468  8.3247  0.6093  -1.0902  0.4925
Si  8.1243  5.6367  8.2077  -0.3182  -0.7974  -0.0344
Si  1.2454  4.3172  9.4616  0.4669  -0.2765  0.002
Si  4.1405  1.4238  9.1902  0.2147  -0.2497  0.5555
Si  1.5223  9.5813  9.7692  -0.0505  0.4177  -0.6556
Si  4.0672  6.7636  9.5651  0.2609  1.169  0.7619
Si  6.7257  4.2284  9.6371  1.9974  -0.5688  -0.3229
Si  9.6403  1.5165  9.3243  -0.4607  -0.7434  1.0477
Si  6.8163  9.6432  9.8338  0.2789  0.239  0.8554
Si  9.5216  6.9172  9.6244  -1.0444  -0.3257  1.0759
Si  0.4705  0.6064  10.7806  -0.1728  0.1927  2.2547
Si  2.6365  2.7009  10.3859  1.7204  1.8063  -0.112
Si  -0.2106  5.3546  10.9845  -0.931  -1.8043  0.0561
Si  3.303  8.6134  11.0356  -2.8895  -2.0136  0.8943
Si  5.1848  0.1813  10.9361  -0.8285  -0.2325  -0.3185
Si  8.5075  2.9816  10.8033  0.5999  0.7937  0.5743
Si  4.9047  4.9565  10.7806  -1.3635  -0.9435  1.4791
Si  8.2532  8.1976  11.3819  0.1952  -1.5202  0.959
Si  1.6705  4.0675  17.4314  2.1126  0.5248  -0.3698
Si  2.0388  8.7096  13.903  -1.0065  0.332  0.5121
Si  6.6958  1.8733  13.1146  0.7301  -0.4491  0.6464
Si  10.3936  7.1478  13.3867  0.6217  -0.2373  2.4717
Si  6.7436  6.0001  12.9947  -1.6683  0.0553  0.5232
Si  10.9355  11.047  13.7809  0.8955  0.2278  1.2763
Si  3.7783  -2.7942  16.4503  1.1959  -1.8832  1.124
Si  8.2247  -0.0782  15.1875  -0.1227  1.0587  0.0195
Si  6.3941  4.1941  15.1  -2.0462  0.4205  0.236
Si  -1.3301  1.4792  17.5262  0.5521  1.2231  -1.0844
Si  0.2412  2.9267  15.1885  0.2498  -0.8172  1.3056
Si  4.5387  5.3251  17.0289  0.5005  2.818  0.292
Si  8.9457  15.7165  14.3348  -0.0154  -0.0826  0.1663
Si  6.5504  9.283  17.1886  -0.3233  -0.2062  0.7002
O  1.1011  -1.4952  -0.5093  0.4192  0.5764  0.8401
O  -0.3938  0.4849  -1.2286  0.8792  -1.1752  1.1601
O  2.1565  2.735  -1.2495  -1.6046  1.8859  -1.3397
O  -0.4459  2.4723  -2.9621  -0.4066  -0.0481  0.802
O  0.4616  4.9727  -1.5336  -0.3842  -0.0309  1.7008
O  -4.0168  4.0298  -0.4129  0.4879  -0.7618  1.394
O  2.9853  7.9358  -1.657  -0.5027  0.6046  0.5225
O  5.4888  4.1841  -3.1067  0.0434  -0.6983  -0.7147
O  6.2368  -0.3119  -1.3875  0.8744  0.3173  1.0209
O  4.0671  1.1812  -0.8389  1.7706  -0.6648  1.7971
O  8.679  2.2763  -0.9909  -1.4031  1.2819  2.3719
O  5.1776  5.9471  -1.1204  0.3233  -1.6058  0.7454
O  7.9289  4.0872  -4.1183  2.442  0.6021  -0.4005
O  9.4015  6.5763  -0.773  -0.1699  0.1709  0.4974
O  7.2428  8.0476  -1.4776  0.0713  1.2503  -0.6284
O  0.6835  1.5138  14.5021  -0.9902  0.6769  -0.391
O  -0.3722  0.3285  12.276  0.4408  1.0155  -3.7369
O  1.8135  1.6199  11.237  -2.1929  -1.3834  0.2942
O  3.7751  3.7258  11.16  0.4173  0.7075  -0.6572
O  0.1996  6.0329  12.4318  -0.116  -0.5728  -1.1221
O  1.3941  10.1778  13.7398  1.2015  -0.186  -0.0073
O  2.6975  8.124  12.5489  0.6666  0.0467  -0.8794
O  4.016  9.9534  11.4679  2.634  2.041  -0.0299
O  5.5756  1.1889  12.1687  0.0405  -0.3891  -0.436
O  7.9866  2.4102  12.251  -1.3307  -0.5077  0.1182
O  9.8138  3.8987  11.321  0.1341  1.3656  -1.0662
O  5.4056  5.4452  12.2559  0.4781  0.0228  -0.5996
O  9.5732  8.224  12.5267  -2.1929  0.4511  -1.6544
O  7.0295  7.4727  12.3771  1.1632  0.5748  -0.9296
O  -2.3294  0.7815  16.5227  -0.7919  -0.5198  -1.325
O  1.4341  14.7571  15.8361  -0.8837  -1.2121  -1.1473
O  -1.2669  10.3674  14.4846  0.6286  0.5214  0.2679
O  5.9622  3.0083  14.0493  0.6417  0.1016  -0.1861
O  8.0874  5.0949  12.9018  0.7095  -0.1363  0.7689
O  9.6114  6.3129  14.6395  -0.4348  -0.299  -1.4085
O  11.5216  7.9498  14.2052  0.0938  -1.4217  -0.091
O  6.2766  5.7424  14.5545  0.4874  0.169  -1.2849
O  4.3775  6.5966  15.9944  -0.5694  0.9406  1.0946
O  7.3006  0.6873  14.0538  0.4426  -0.2766  1.0268
O  3.0597  -5.9102  17.3471  -2.5455  -1.6878  1.1677
O  10.0899  3.715  14.2307  0.7905  0.0687  -0.238
O  5.0377  -1.8304  16.7409  -0.2266  -0.8063  -0.4854
O  7.4276  9.5832  15.866  -0.3151  -0.7014  0.0152
O  2.9894  8.6819  15.2177  -0.8708  0.2313  -1.1089

Results
free energy: -30560.241 eV
free energy less fixed offsets of O -463.61, Si -117.95 eV per atom: -17.701 eV
pressure: -1.80 GPa
stress xx, yy, zz, yz, xz, xy (GPa, positive in tension): 1.16, 1.02, 3.21, 0.31, 0.07, -0.31
